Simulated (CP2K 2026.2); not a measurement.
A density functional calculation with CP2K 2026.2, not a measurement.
Periodic cell of 654 atoms, Si398O256, from a study of silicon, its oxide and their interface. The atomic structure is a simulated model.
Doubt: the forces sum to 2.24 eV/angstrom along one axis rather than to zero, so they err by at least 0.0034 eV/angstrom per atom on average; the grid cutoff is modest.

Settings: functional PBE; method Gaussian and plane waves; basis set DZVP-MOLOPT-SR-GTH; pseudopotentials GTH-PBE; grid cutoff 350 Ry, relative cutoff 50 Ry; k points Gamma only; occupations fixed; spin none; net charge 0.

Cell vectors (angstrom)
a	16.4025	0	0
b	0	16.4025	0
c	0	0	42.3925

Atoms: element, x, y, z (angstrom)
Si	16.23	16.317	0.096
Si	3.535	2.08	42.304
Si	16.221	5.221	42.209
Si	2.192	8.754	0.007
Si	0.109	11.089	0.493
Si	3.453	13.336	42.352
Si	5.73	16.302	0.326
Si	7.962	3.012	42.278
Si	5.67	5.192	42.375
Si	7.746	8.8	0.156
Si	5.513	11.063	0.42
Si	7.987	14.18	42.307
Si	11.136	0.111	42.235
Si	14.249	2.316	42.314
Si	11.08	5.701	42.358
Si	13.173	8.582	42.242
Si	11.077	10.99	0.031
Si	13.423	14.255	42.345
Si	1.588	1.182	1.156
Si	4.169	3.961	1.32
Si	1.212	6.833	1.075
Si	3.988	9.615	1.425
Si	1.621	12.488	1.502
Si	4.284	14.933	1.519
Si	6.984	1.486	1.466
Si	9.545	4.284	1.167
Si	6.737	6.95	1.284
Si	9.525	9.767	1.39
Si	6.962	12.527	1.453
Si	9.587	15.27	1.269
Si	12.377	1.52	1.255
Si	15.236	3.882	1.44
Si	12.291	7.033	1.433
Si	14.89	9.628	1.326
Si	12.32	12.514	1.305
Si	14.951	15.12	1.601
Si	0.241	2.576	2.711
Si	2.794	16.315	2.729
Si	16.309	8.175	2.61
Si	2.679	5.461	2.516
Si	0.056	13.739	2.793
Si	2.786	10.999	2.874
Si	5.523	2.758	2.794
Si	8.336	0.142	2.788
Si	5.357	8.192	2.721
Si	8.195	5.597	2.641
Si	5.603	13.704	2.933
Si	8.242	11.104	2.798
Si	10.965	2.916	2.579
Si	13.594	0.134	2.815
Si	10.882	8.344	2.761
Si	13.741	5.477	2.633
Si	10.901	13.811	2.686
Si	13.624	11.06	2.718
Si	1.438	4.11	4.034
Si	4.137	1.344	4.102
Si	1.302	9.562	4.048
Si	4.013	6.782	4.03
Si	1.397	15.076	4.174
Si	4.185	12.324	4.232
Si	6.88	4.199	4.082
Si	9.695	1.525	4.089
Si	6.808	9.617	4.053
Si	9.554	6.902	4.081
Si	6.949	15.16	4.18
Si	9.622	12.425	4.156
Si	12.334	4.184	4.031
Si	15.108	1.397	4.115
Si	12.278	9.68	4.114
Si	15.039	6.825	4.065
Si	12.255	15.111	4.139
Si	15.056	12.34	4.099
Si	16.386	16.393	10.92
Si	2.72	2.73	10.93
Si	16.398	5.466	10.942
Si	2.718	8.188	10.945
Si	16.385	10.914	10.948
Si	2.708	13.652	10.928
Si	5.445	16.401	10.949
Si	8.196	2.75	10.939
Si	5.457	5.464	10.928
Si	8.193	8.193	10.921
Si	5.449	10.919	10.94
Si	8.188	13.661	10.948
Si	10.921	0.002	10.938
Si	13.668	2.737	10.933
Si	10.934	5.481	10.927
Si	13.659	8.196	10.938
Si	10.932	10.928	10.93
Si	13.663	13.658	10.93
Si	1.344	1.351	12.284
Si	4.087	4.094	12.289
Si	1.357	6.823	12.324
Si	4.087	9.55	12.314
Si	1.345	12.285	12.312
Si	4.06	15.022	12.301
Si	6.821	1.369	12.299
Si	9.573	4.109	12.296
Si	6.832	6.82	12.287
Si	9.565	9.55	12.286
Si	6.817	12.279	12.31
Si	9.558	15.023	12.308
Si	12.295	1.358	12.291
Si	15.038	4.089	12.308
Si	12.299	6.827	12.312
Si	15.015	9.552	12.326
Si	12.299	12.284	12.296
Si	15.022	15.023	12.29
Si	16.389	2.698	13.672
Si	2.666	16.37	13.666
Si	16.381	8.179	13.695
Si	2.723	5.434	13.676
Si	16.36	13.648	13.671
Si	2.706	10.91	13.682
Si	5.435	2.724	13.659
Si	8.173	16.385	13.663
Si	5.461	8.163	13.66
Si	8.196	5.461	13.662
Si	5.417	13.639	13.658
Si	8.187	10.885	13.66
Si	10.927	2.718	13.651
Si	13.638	16.368	13.654
Si	10.923	8.194	13.672
Si	13.662	5.442	13.674
Si	10.923	13.633	13.66
Si	13.63	10.912	13.691
Si	1.36	4.052	15.044
Si	4.026	1.361	14.997
Si	1.338	9.554	15.063
Si	4.114	6.787	15.032
Si	1.299	15.005	15.062
Si	4.062	12.277	15.056
Si	6.829	4.077	15.012
Si	9.552	1.355	15.014
Si	6.841	9.497	15.034
Si	9.562	6.823	15.032
Si	6.774	15.017	15.007
Si	9.569	12.235	15.011
Si	12.317	4.039	15.026
Si	15.001	1.32	15.014
Si	12.264	9.547	15.079
Si	15.02	6.795	15.061
Si	12.278	14.998	15.031
Si	14.985	12.294	15.045
Si	16.262	16.326	16.432
Si	2.695	2.684	16.441
Si	16.363	5.37	16.412
Si	2.71	8.125	16.375
Si	16.362	10.954	16.416
Si	2.666	13.637	16.433
Si	5.364	16.392	16.34
Si	8.159	2.686	16.385
Si	5.508	5.438	16.411
Si	8.2	8.146	16.456
Si	5.46	10.866	16.365
Si	8.167	13.609	16.295
Si	10.922	16.395	16.371
Si	13.671	2.66	16.417
Si	10.942	5.419	16.337
Si	13.658	8.174	16.429
Si	10.861	10.879	16.479
Si	13.586	13.61	16.447
Si	1.204	1.325	17.772
Si	4.165	4.043	17.761
Si	1.344	6.732	17.746
Si	4.111	9.468	17.75
Si	1.268	12.332	17.838
Si	4.01	15.065	17.739
Si	6.694	1.348	17.715
Si	9.586	4.051	17.704
Si	6.928	6.706	17.841
Si	9.524	9.483	17.889
Si	6.89	12.209	17.707
Si	9.448	15.05	17.638
Si	12.349	1.256	17.793
Si	15.038	3.969	17.823
Si	12.31	6.72	17.756
Si	14.981	9.619	17.797
Si	12.166	12.303	17.838
Si	14.886	14.967	17.88
Si	16.27	2.582	19.312
Si	2.543	16.371	19.116
Si	0.015	8.193	19.034
Si	2.717	5.312	19.073
Si	16.294	13.697	19.324
Si	2.699	10.91	19.048
Si	5.494	2.708	19.226
Si	8.041	16.368	18.996
Si	5.501	8.034	19.137
Si	8.313	5.295	19.237
Si	5.52	13.699	18.878
Si	8.156	10.839	19.302
Si	10.957	2.658	19.003
Si	13.489	16.243	19.377
Si	10.912	8.015	19.144
Si	13.711	5.345	19.146
Si	10.709	13.746	19.07
Si	13.518	10.942	19.201
Si	1.532	3.821	20.485
Si	3.68	1.618	20.324
Si	1.702	9.193	20.36
Si	3.91	6.813	20.444
Si	1.133	15.247	20.753
Si	4.344	12.185	20.127
Si	7.34	3.611	20.599
Si	9.456	1.336	20.18
Si	6.382	9.727	20.496
Si	9.977	6.36	20.621
Si	6.909	14.799	20.438
Si	9.202	12.626	20.488
Si	12.17	4.092	20.43
Si	15.137	0.912	20.743
Si	12.516	9.15	20.379
Si	14.9	7.005	20.346
Si	11.486	15.346	20.666
Si	14.964	12.17	20.577
Si	1.855	15.723	27.472
Si	4.068	16.398	25.332
Si	0.48	5.946	22.598
Si	0.7	10.939	22.215
Si	2.786	13.299	22.48
Si	5.202	0.003	22.587
Si	4.469	10.868	27.43
Si	9.483	6.408	23.744
Si	5.402	9.411	23.345
Si	10.712	13.391	22.937
Si	9.165	15.037	25.021
Si	13.156	2.216	22.857
Si	12.463	6.674	24.795
Si	14.689	11.414	23.378
Si	3.096	16.35	32.704
Si	15.241	15.813	28.208
Si	6.022	2.004	24.548
Si	6.299	14.376	25.977
Si	4.608	12.067	24.608
Si	7.021	4.774	23.53
Si	6.12	9.603	31.852
Si	10.486	14.39	27.915
Si	13.798	3.936	25.373
Si	11.073	1.015	24.704
Si	11.395	2.864	26.987
Si	12.646	9.266	23.203
Si	13.957	9.031	31.15
Si	14.124	3.482	34.428
Si	12.51	0.122	27.136
Si	16.265	5.383	25.647
Si	2.442	1.359	29.917
Si	4.258	9.779	34.386
Si	3.256	7.168	23.251
Si	14.545	4.204	31.379
Si	6.621	9.817	36.241
Si	7.294	6.93	28.011
Si	8.82	4.156	28.281
Si	7.029	7.422	24.866
Si	3.212	6.643	30.727
Si	7.317	1.779	27.097
Si	11.829	11.632	28.144
Si	11.327	8.988	29.8
Si	13.948	13.248	29.716
Si	2.739	6.251	26.291
Si	14.226	7.165	27.215
Si	2.409	8.637	28.429
Si	15.054	12.895	32.482
Si	7.805	2.369	30.616
Si	7.226	4.048	33.034
Si	8.126	13.365	33.436
Si	6.202	14.348	28.976
Si	12.356	11.561	24.98
Si	14.993	10.166	33.841
Si	11.924	15.095	34.267
Si	13.684	0.855	37.802
Si	15.942	8.703	29.11
Si	4.715	5.392	28.462
Si	3.497	13.593	28.739
Si	12.461	10.488	35.672
Si	15.901	1.453	30.596
Si	8.447	16.306	29.209
Si	12.199	7.702	36.946
Si	2.855	6.992	35.091
Si	6.805	9.74	29.099
Si	8.077	11.317	38.393
Si	4.961	5.99	33.252
Si	7.536	2.129	35.316
Si	7.225	7.101	35.218
Si	10.373	11.371	33.387
Si	13.253	13.198	36.431
Si	14.713	3.768	37.293
Si	5.227	2.457	28.984
Si	9.394	6.093	33.475
Si	2.579	13.85	31.561
Si	4.913	0.331	35.135
Si	2.625	12.434	34.285
Si	11.828	14.922	38.56
Si	5.517	13.71	35.091
Si	14.089	0.548	34.892
Si	0.228	6.438	31.134
Si	9.177	8.784	31.994
Si	12.147	13.321	32.052
Si	0.392	15.476	32.376
Si	16.357	16.268	36.795
Si	2.898	0.436	37.612
Si	1.395	6.947	37.769
Si	0.104	13.173	36.243
Si	1.245	12.241	38.786
Si	7.204	12.079	30.862
Si	9.063	16.069	34.771
Si	16.32	7.546	34
Si	4.955	5.618	39.428
Si	8.821	15.604	37.841
Si	6.321	13.61	38.193
Si	9.43	3.463	37.424
Si	13.094	6.431	29.885
Si	12.177	6.886	39.908
Si	13.548	4.724	40.992
Si	15.864	13.631	40.979
Si	14.877	6.642	36.483
Si	3.262	3.002	39.236
Si	5.064	8.508	38.73
Si	7.623	5.993	38.018
Si	3.45	14.245	39.328
Si	9.468	1.546	39.831
Si	7.815	8.483	39.707
Si	10.001	12.918	40.097
Si	11.411	4.945	35.388
Si	0.721	4.422	39.326
Si	2.378	9.376	39.416
O	15.218	1.05	41.776
O	0.206	15.036	41.457
O	3.265	2.743	40.833
O	1.721	3.266	38.833
O	0.554	4.41	40.954
O	3.91	9.64	38.903
O	4.418	6.997	38.691
O	1.03	9.923	42.143
O	2.578	8.538	40.804
O	3.133	14.144	40.932
O	3.843	0.1	36.339
O	4.652	0.884	41.863
O	6.77	15.275	41.819
O	8.432	2.287	40.861
O	6.804	4.106	41.793
O	4.83	5.762	41.05
O	8.439	8.181	41.172
O	8.287	7.369	38.609
O	6.526	5.417	39.06
O	8.788	13.664	40.938
O	11.256	13.957	39.792
O	4.508	12.091	41.884
O	10.588	0.814	40.803
O	12.347	15.428	41.879
O	14.023	3.16	40.883
O	12.298	4.587	42.052
O	10.886	6.519	40.89
O	13.217	7.874	40.73
O	15.802	4.049	38.466
O	10.53	11.692	41.035
O	12.134	9.828	41.914
O	15.889	12.284	41.914
O	2.666	2.731	21.065
O	0.991	4.585	21.845
O	4.189	0.667	21.538
O	4.24	15.81	23.791
O	1.414	9.512	21.977
O	2.935	8.129	20.48
O	4.092	6.35	22.063
O	1.954	14.684	22.116
O	16.383	16.331	21.295
O	5.336	10.988	20.666
O	4.016	13.162	21.429
O	6.825	4.416	21.953
O	6.194	8.796	24.644
O	10.365	0.162	20.998
O	8.479	2.432	21.061
O	6.402	9.14	22.066
O	5.196	11.027	23.494
O	11.106	5.214	21.006
O	9.583	6.846	22.166
O	8.008	13.686	20.984
O	6.142	15.317	21.82
O	10.076	12.31	21.877
O	11.622	12.668	24.059
O	12.763	3.405	21.815
O	10.706	2.375	25.569
O	11.909	15.193	27.854
O	14.318	1.325	22.128
O	11.77	9.466	21.841
O	15.807	14.291	32.957
O	15.653	6.588	21.749
O	13.706	8.062	20.795
O	11.784	1.403	23.279
O	11.617	14.495	22.1
O	16.093	10.981	20.918
O	14.429	12.514	22.159
O	2.332	14.184	27.768
O	2.612	16.278	26.092
O	4.551	1.579	25.189
O	12.166	0.134	25.542
O	1.691	7.015	22.79
O	16.286	11.16	23.616
O	1.757	12.125	22.086
O	3.37	12.973	23.993
O	5.133	15.496	26.181
O	6.182	1.194	23.144
O	8.639	4.977	23.867
O	10.875	6.304	24.608
O	5.979	10.352	27.813
O	6.309	13.076	29.965
O	7.547	15.034	25.178
O	4.189	11.067	25.834
O	9.81	14.486	26.425
O	9.492	14.064	23.769
O	11.855	1.496	27.795
O	13.332	5.312	24.626
O	9.714	0.123	24.595
O	13.791	2.765	24.254
O	12.912	7.355	26.233
O	14.097	9.956	22.92
O	13.968	11.845	24.773
O	11.943	10.067	24.444
O	15.052	12.729	30.836
O	14.119	0.024	27.206
O	15.329	4.066	25.964
O	3.29	6.62	24.796
O	6.359	6.212	23.966
O	8.596	7.598	24.435
O	6.763	13.942	27.483
O	3.937	8.666	23.261
O	5.767	13.091	25.132
O	4.21	12.33	28.051
O	8.446	5.763	28.241
O	7.006	7.025	26.423
O	11.994	11.629	26.531
O	6.131	6.833	34.043
O	9.573	15.149	29.042
O	10.729	12.842	28.395
O	10.388	3.84	27.84
O	12.284	13.892	35.312
O	2.246	0.207	28.78
O	12.769	3.675	26.616
O	15.499	6.639	26.346
O	16.29	5.539	24.041
O	11.747	7.379	29.508
O	11.301	10.126	28.579
O	1.609	16.001	33.382
O	16.198	9.156	34.286
O	12.645	13.81	30.573
O	0.226	15.69	27.336
O	14.709	14.377	28.809
O	1.398	5.297	26.193
O	13.213	4.952	30.667
O	15.215	9.609	30.265
O	14.486	4.234	33.027
O	3.652	2.289	29.329
O	14.794	8.53	27.929
O	0.007	7.261	29.738
O	2.951	8.01	29.848
O	6.229	3.608	24.366
O	0.93	9.344	28.561
O	13.342	15.852	33.967
O	13.777	2.524	37.889
O	4.93	9.347	32.945
O	7.027	15.605	29.562
O	5.854	6.538	28.67
O	7.213	1.468	25.518
O	8.521	3.591	29.784
O	7.889	3.302	27.243
O	5.73	9.289	30.28
O	3.415	9.81	28.001
O	4.35	6.739	31.918
O	3.015	10.839	34.332
O	10.678	5.211	33.945
O	8.356	0.711	27.772
O	13.291	12.046	28.795
O	7.67	8.423	28.597
O	12.493	9.613	30.757
O	13.971	10.275	35.095
O	14.821	2.653	30.884
O	9.86	8.964	30.515
O	2.357	7.549	27.204
O	3.952	5.453	27.022
O	15.633	11.579	33.284
O	6.34	11.222	31.949
O	5.486	3.99	28.552
O	7.765	10.926	29.783
O	2.509	6.571	36.634
O	2.942	0.882	31.388
O	6.241	2.11	30.205
O	8.702	1.007	30.388
O	7.675	2.755	32.172
O	5.688	4.589	32.785
O	3.968	13.245	34.794
O	5.431	10.468	35.326
O	7.412	8.713	35.359
O	7.531	8.758	32.06
O	12.66	11.706	36.752
O	13	14.076	37.787
O	11.648	6.423	36.077
O	12.831	7.706	23.599
O	13.962	1.915	34.035
O	15.648	0.217	35.337
O	15.381	0.513	29.384
O	11.399	14.536	32.83
O	8.487	1.152	34.397
O	14.128	9.432	32.688
O	13.901	7.413	30.909
O	3.695	14.909	32.163
O	8.146	13.032	31.811
O	1.229	14.722	31.17
O	11.47	10.972	34.497
O	16	0.414	31.882
O	2.673	13.012	38.575
O	5.055	14.179	39.039
O	8.463	15.875	36.283
O	5.81	1.584	27.725
O	3.646	5.489	29.669
O	6.04	1.459	35.514
O	4.062	0.699	33.778
O	1.43	7.11	34.346
O	6.66	13.059	34.115
O	12.605	0.015	38.761
O	6.75	12.168	38.854
O	10.03	2.664	38.742
O	7.35	3.581	34.591
O	13.83	7.804	36.897
O	15.203	6.693	34.872
O	9.789	7.382	32.571
O	10.6	3.907	36.371
O	9.609	10.036	32.915
O	11.119	12.051	32.086
O	5.657	15.319	34.88
O	0.223	13.184	39.63
O	13.8	6.149	28.428
O	14.139	5.291	37.044
O	1.812	6.175	31.395
O	4.628	14.762	28.929
O	8.506	14.926	33.748
O	2.882	15.64	38.715
O	0.463	12.037	37.371
O	1.345	0.684	37.106
O	7.638	14.569	38.3
O	3.747	5.829	34.353
O	16.08	7.258	32.427
O	8.773	4.873	37.894
O	8.3	2.489	36.729
O	7.733	10.879	36.83
O	8.708	6.566	34.87
O	8.711	0.417	38.923
O	14.859	13.128	35.973
O	8.303	5.213	32.653
O	15.225	0.252	37.944
O	12.962	5.45	39.652
O	11.761	9.166	36.356
O	13.483	12.943	32.923
O	9.288	12.396	34.07
O	15.188	3.423	35.729
O	15.883	5.018	30.955
O	0.977	2.065	30.177
O	0.375	14.69	36.801
O	3.634	1.723	38.308
O	5.887	8.974	37.417
O	1.398	5.869	38.985
O	1.612	8.447	38.332
O	16.296	6.92	37.184
O	2.295	12.752	32.72
O	1.242	12.856	35.087
O	6.186	8.447	39.909
O	4.17	4.304	38.871
O	6.666	10.032	42.085
O	10.403	15.162	37.767
O	2.995	13.087	30.2
O	3.673	8.411	35.068
O	6.845	6.338	36.614
O	5.865	13.37	36.649
O	9.398	12.252	38.693
O	8.298	9.957	39.238
O	10.7	16.044	34.797
O	13.193	0.579	36.267
O	11.696	7.535	38.498
O	14.766	5.71	41.532
O	14.243	13.933	40.928
O	12.765	4.147	35.005
O	1.568	10.793	39.477
Si	0.011	0.026	5.515
Si	2.773	2.752	5.445
Si	0.026	5.457	5.418
Si	2.692	8.191	5.418
Si	16.387	10.934	5.461
Si	2.762	13.692	5.521
Si	5.506	0.045	5.515
Si	8.243	2.814	5.449
Si	5.446	5.5	5.441
Si	8.173	8.253	5.444
Si	5.51	10.919	5.534
Si	8.242	13.742	5.538
Si	10.944	0.093	5.51
Si	13.695	2.794	5.419
Si	10.948	5.519	5.428
Si	13.666	8.237	5.415
Si	10.937	11.01	5.511
Si	13.668	13.713	5.458
Si	1.392	1.406	6.836
Si	4.118	4.117	6.828
Si	1.358	6.829	6.811
Si	4.077	9.543	6.82
Si	1.366	12.297	6.834
Si	4.13	15.063	6.87
Si	6.876	1.435	6.839
Si	9.598	4.159	6.825
Si	6.814	6.869	6.811
Si	9.558	9.6	6.826
Si	6.867	12.327	6.865
Si	9.595	15.11	6.885
Si	12.346	1.435	6.834
Si	15.053	4.131	6.815
Si	12.313	6.872	6.805
Si	15.026	9.567	6.824
Si	12.323	12.35	6.859
Si	15.033	15.053	6.852
Si	0.001	2.757	8.193
Si	2.738	0.022	8.21
Si	16.395	8.195	8.189
Si	2.73	5.472	8.188
Si	16.397	13.662	8.199
Si	2.724	10.918	8.198
Si	5.479	2.76	8.207
Si	8.198	0.047	8.231
Si	5.446	8.201	8.202
Si	8.196	5.5	8.179
Si	5.476	13.674	8.227
Si	8.209	10.945	8.224
Si	10.951	2.775	8.199
Si	13.669	0.027	8.206
Si	10.932	8.22	8.178
Si	13.675	5.494	8.179
Si	10.945	13.702	8.224
Si	13.671	10.939	8.2
Si	1.366	4.112	9.566
Si	4.108	1.382	9.57
Si	1.354	9.556	9.571
Si	4.087	6.832	9.569
Si	1.361	15.036	9.556
Si	4.091	12.29	9.568
Si	6.844	4.125	9.563
Si	9.581	1.401	9.576
Si	6.822	9.567	9.565
Si	9.571	6.849	9.55
Si	6.834	15.051	9.587
Si	9.575	12.315	9.578
Si	12.318	4.128	9.566
Si	15.042	1.383	9.562
Si	12.3	9.569	9.561
Si	15.035	6.838	9.57
Si	12.31	15.057	9.582
Si	15.037	12.292	9.572

Results
total energy: -154805.335 eV
total energy less fixed offsets of O -438.35, Si -107.03 eV per atom: 10.205 eV

Forces (eV/angstrom) on atoms 204 to 488 of the 654, counted in the order above; the others are left out for length: element, x, y, z
Si	-0.046	-0.051	0.127
Si	-0.055	-0.144	-0.104
Si	-0.022	0.067	0.332
Si	0.067	-0.001	0.231
Si	-0.147	0.117	0.125
Si	-0.132	0.088	-0.097
Si	0.021	-0.038	-0.024
Si	0.032	-0.014	0.152
Si	-0.033	0.056	-0.239
Si	-0.249	-0.182	0.031
Si	-0.001	0.103	0.107
Si	0.067	-0.093	-0.259
Si	-0.017	-0.062	0.303
Si	0.144	0.034	-0.179
Si	0.161	0.163	0.106
Si	-0.055	-0.098	-0.097
Si	0.007	-0.208	0.316
Si	0.055	0.08	0.127
Si	0.135	0.053	-0.092
Si	0.096	0.009	-0.249
Si	-0.028	-0.081	0.126
Si	0.124	-0.052	0.175
Si	0.032	-0.033	0.033
Si	0.036	0.104	0.137
Si	-0.065	0.101	0.083
Si	-0.107	0.035	0.032
Si	-0.306	0.011	0.277
Si	0.047	-0.025	0.234
Si	0.006	-0.052	-0.066
Si	-0.105	-0.003	-0.003
Si	0.023	-0.036	-0.064
Si	0.207	-0.048	0.127
Si	0.208	0.051	0.353
Si	-0.064	0.035	0.123
Si	-0.025	0.095	-0.288
Si	-0.073	0.009	0.143
Si	-0.082	0.055	0.212
Si	-0.027	0.007	-0.201
Si	-0.108	0.079	0.347
Si	-0.022	0.041	-0.075
Si	0.121	-0.092	0.233
Si	-0.193	0.112	-0.083
Si	-0.017	-0.167	0.173
Si	0.015	-0.102	-0.088
Si	0.116	0.134	0.26
Si	0.28	-0.147	0.026
Si	-0.166	-0.022	0.076
Si	0.05	0.198	0.257
Si	0.04	-0.038	-0.281
Si	0.04	-0.063	-0.279
Si	0.119	0.092	-0.14
Si	0.083	0.076	-0.123
Si	0.1	-0.123	-0.187
Si	-0.008	0.029	-0.17
Si	0.051	-0.044	-0.132
Si	-0.101	0.051	-0.08
Si	-0.11	-0.074	-0.108
Si	-0.002	-0.012	-0.271
Si	0.047	-0.162	-0.218
Si	-0.041	0.067	0.055
Si	0.01	-0.025	-0.184
Si	0.017	-0.036	0.16
Si	-0.048	0.01	0.131
Si	0.098	0.042	-0.312
Si	-0.02	-0.118	-0.033
Si	-0.032	0.059	0.077
Si	0.016	0.088	0.16
Si	0.084	-0.046	0.045
Si	-0.108	-0.073	-0.181
Si	0.007	0.071	-0.275
Si	-0.023	0.05	-0.178
Si	-0.052	-0.109	0.238
Si	0.006	-0.013	-0.004
Si	0.036	0.045	-0.288
Si	0.073	0.016	-0.041
Si	-0.018	0.042	0.32
Si	-0.103	0.025	-0.224
Si	-0.282	-0.053	-0.107
Si	0.061	-0.029	0.197
Si	0.004	-0.081	0.158
Si	-0.074	0.107	0.328
Si	0.025	0.083	0.149
Si	0.184	0.04	0.077
Si	0.017	-0.192	-0.018
Si	0.031	-0.105	-0.168
Si	0.02	-0.035	0.244
Si	0.074	-0.007	0.013
Si	0.015	-0.006	0.254
Si	0.099	0.107	0.305
Si	0.042	0.186	-0.246
Si	-0.056	0.006	0.262
Si	0.084	-0.007	0.346
Si	0.02	0.101	-0.023
Si	-0.056	-0.034	0.008
Si	0.01	0.046	-0.02
Si	0.048	-0.046	0.039
Si	-0.006	0.047	0.118
Si	-0.089	0.097	0.045
Si	0.007	-0.019	0.058
Si	-0.1	0.097	0.242
Si	0.147	-0.258	-0.136
Si	0.043	0.009	-0.042
Si	0.074	-0.079	0.188
Si	-0.024	-0.041	0.332
Si	0.065	0.074	-0.243
Si	-0.061	-0.167	-0.069
Si	-0.113	-0.032	-0.021
Si	-0.138	0.093	-0.098
Si	-0.117	-0.034	-0.236
Si	-0.181	0.198	0.033
Si	0.033	-0.261	0.015
Si	-0.02	-0.085	0.152
Si	0.14	-0.031	0.112
Si	-0.017	-0.156	-0.221
Si	-0.024	0.231	-0.101
Si	-0.048	-0.024	-0.022
Si	0.127	-0.173	-0.325
Si	-0.034	0.055	0.003
Si	-0.068	-0.062	-0.384
Si	-0.069	-0.191	-0.067
Si	-0.116	0.085	0.212
Si	-0.042	0.115	-0.189
Si	0.014	0.19	-0.198
O	-0.193	0.024	0.258
O	0.023	0.146	-0.056
O	-0.233	-0.013	-0.032
O	-0.18	-0.244	0.264
O	0.045	0.134	0.295
O	0.162	0.09	0.025
O	0.134	-0.036	-0.116
O	0.143	-0.419	-0.036
O	-0.139	-0.156	0.185
O	-0.011	0.015	0.245
O	0.057	-0.272	-0.18
O	-0.193	0.02	0.389
O	-0.066	0.122	0.502
O	0.093	0.208	0.259
O	0.098	0.073	0.051
O	0.076	-0.101	0.344
O	0.192	0.248	-0.072
O	0.161	-0.123	-0.139
O	-0.021	-0.168	-0.019
O	0.024	0.09	0.031
O	0.003	-0.152	0.262
O	-0.039	0.093	0.242
O	0.243	-0.135	0.246
O	-0.083	-0.072	-0.11
O	-0.299	0.123	-0.014
O	0.017	0.206	-0.128
O	-0.189	-0.303	0.271
O	0.308	-0.118	-0.127
O	-0.092	-0.107	0.155
O	-0.265	0.15	0.12
O	0.049	-0.091	0.356
O	-0.08	-0.047	0.063
O	-0.085	-0.051	-0.55
O	0.058	0.093	-0.134
O	-0.099	0.121	0.301
O	0.156	-0.218	-0.344
O	0.04	0.021	-0.025
O	-0.425	0.038	0.146
O	0.119	-0.186	-0.309
O	0.063	0.083	-0.17
O	0.099	-0.173	-0.397
O	-0.037	0.09	-0.12
O	-0.038	-0.011	0.189
O	0.034	0.049	-0.218
O	-0.073	0.065	0.021
O	0.145	0.092	0.093
O	-0.267	0.031	-0.421
O	0.171	0.008	-0.15
O	0.199	-0.058	-0.141
O	-0.06	0.02	0.045
O	-0.238	-0.049	-0.361
O	0.306	-0.253	-0.025
O	0.131	-0.252	-0.089
O	-0.029	-0.242	0.092
O	-0.016	-0.027	-0.195
O	-0.119	0.178	-0.187
O	-0.186	0.063	-0.064
O	0.064	-0.039	-0.032
O	0.081	-0.025	0.046
O	0.222	0.196	-0.375
O	-0.006	-0.154	-0.202
O	-0.144	-0.228	-0.167
O	-0.124	0.119	-0.273
O	-0.058	-0.196	-0.168
O	0.12	0.402	-0.216
O	-0.062	0.093	-0.062
O	0.204	0.026	-0.42
O	-0.184	-0.125	-0.1
O	-0.072	0.013	-0.035
O	-0.161	-0.019	-0.101
O	-0.024	-0.036	-0.12
O	0.063	-0.026	0.002
O	0.175	0.08	-0.263
O	0.056	0.043	-0.229
O	-0.278	0.246	-0.055
O	-0.119	-0.038	0.089
O	-0.109	0.007	-0.131
O	-0.096	-0.27	-0.339
O	-0.185	0.042	0.109
O	0.122	-0.304	0.178
O	0.056	-0.133	-0.167
O	-0.139	0.121	-0.191
O	-0.111	-0.015	0.02
O	0.193	-0.008	-0.015
O	-0.156	0.121	-0.281
O	0.15	-0.09	0.263
O	-0.01	-0.134	0.054
O	0.041	0.033	-0.148
O	0.003	-0.21	-0.027
O	-0.149	-0.046	0.142
O	0.16	0.014	0.046
O	0.138	0.099	-0.098
O	0.165	0.067	0.183
O	-0.137	-0.099	-0.155
O	-0.037	-0.204	-0.098
O	-0.051	0.104	0.008
O	0.118	0.003	-0.065
O	-0.249	0.055	-0.195
O	0.093	0.095	0.227
O	-0.139	-0.287	0.044
O	-0.166	0.083	-0.2
O	0.01	-0.138	-0.018
O	-0.062	0.105	0.271
O	0.184	-0.011	0.297
O	-0.078	-0.339	-0.049
O	-0.096	-0.04	-0.093
O	0.103	0.05	-0.257
O	-0.084	-0.256	0.369
O	-0.045	-0.054	0.244
O	0.132	0.146	-0.074
O	0.027	0.066	0.003
O	-0.173	-0.059	0.218
O	0.065	0.018	-0.043
O	-0.006	0.221	-0.111
O	0.158	0.144	-0.274
O	-0.055	-0.093	-0.018
O	-0.188	-0.129	0.183
O	0.068	-0.195	0.047
O	0.195	-0.022	-0.191
O	-0.073	0.235	-0.106
O	-0.057	0.044	-0.005
O	-0.131	-0.286	-0.158
O	-0.048	-0.034	0.199
O	0.19	0.008	-0.181
O	-0.022	0.085	0.2
O	0.115	0.204	-0.099
O	0.121	0.305	-0.084
O	-0.119	0.317	-0.068
O	-0.009	-0.112	0.271
O	0.123	0.156	0.239
O	0.111	-0.141	0.158
O	-0.066	-0.012	-0.064
O	0.007	0.022	-0.039
O	-0.216	0.144	0
O	0.187	-0.282	-0.218
O	-0.201	0.167	0.369
O	-0.123	0.093	0.324
O	-0.03	-0.188	0.104
O	0.221	-0.042	0.081
O	-0.173	0.137	-0.1
O	-0.155	0.239	0.151
O	-0.022	0.191	0.047
O	0.076	0.243	-0.221
O	-0.281	-0.032	0.156
O	-0.054	-0.017	-0.457
O	0.111	-0.123	-0.034
O	0.289	-0.036	0.071
O	0.272	0.183	0.343
O	0.004	0.162	-0.042
O	0.237	-0.145	-0.129
O	-0.066	-0.089	0.153
O	-0.155	0.079	-0.099
O	0.068	0.008	0.124
O	-0.104	0.137	0.124
O	0.108	0.041	0.129
O	-0.187	-0.094	0.278
O	-0.02	0.144	-0.168
O	0.211	0.109	-0.2
O	-0.046	0.006	0.059
O	-0.01	0.061	-0.056
O	-0.093	0.206	0.155
O	0.195	0.276	0.051
